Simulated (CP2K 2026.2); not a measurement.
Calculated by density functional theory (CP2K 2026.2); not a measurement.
Periodic cell of 1182 atoms, Si850O332, from a study of silicon, its oxide and their interface. The atomic structure is a simulated model.
Doubt: the forces sum to 2.79 eV/angstrom along one axis rather than to zero, so they err by at least 0.0024 eV/angstrom per atom on average; the grid cutoff is modest.

Settings: functional PBE; method Gaussian and plane waves; basis set DZVP-MOLOPT-SR-GTH; pseudopotentials GTH-PBE; grid cutoff 350 Ry, relative cutoff 50 Ry; k points Gamma only; occupations fixed; spin none; net charge 0.

Cell vectors (angstrom)
a  16.4025  0  0
b  0  32.805  0
c  0  0  40.2243

Atoms and the computed forces on them: element, x, y, z (angstrom), force x, y, z (eV/angstrom)
Si  0.4861  32.1548  39.9446  0.2295  -0.1089  0.3221
Si  2.3664  2.9677  0.0493  -0.1454  0.2997  -0.2082
Si  0.1792  5.1648  0.4121  -0.0168  0.2097  -0.3112
Si  2.4491  8.5637  40.0328  -0.1296  -0.1511  -0.3675
Si  0.3691  10.8593  0.267  -0.1893  0.1093  0.0104
Si  2.6168  13.545  0.1006  -0.1524  -0.0489  0.1661
Si  15.8094  17.2876  40.1912  0.3928  -0.056  -0.0676
Si  2.8299  19.0982  0.362  -0.3644  -0.1019  -0.2206
Si  15.6325  22.2835  40.1188  0.021  -0.504  -0.2602
Si  2.6435  24.8397  0.1097  0.4004  0.0398  0.0383
Si  0.5504  27.2159  0.0212  0.048  -0.2471  0.1713
Si  2.7869  30.0398  0.251  0.0899  0.0279  0.1405
Si  5.5146  0.0187  0.4252  -0.1207  0.1693  -0.0925
Si  8.3175  2.5621  0.3574  0.0035  -0.1661  -0.3761
Si  6.1031  4.7948  40.1572  -0.1065  -0.1513  -0.2781
Si  8.7395  7.6927  40.0287  -0.535  0.4453  -0.0746
Si  5.0691  11.5944  40.0449  -0.0511  0.0095  -0.1506
Si  8.6123  14.224  40.0485  0.0438  -0.0829  0.5459
Si  5.0423  16.8906  0.1403  -0.0835  -0.0007  -0.1337
Si  7.8272  19.5299  0.2369  0.1386  -0.3365  0.047
Si  6.4491  21.5404  40.0925  -0.1419  0.5515  -0.1739
Si  8.1097  24.7725  0.4154  0.3259  0.0773  -0.204
Si  4.9467  27.7824  40.0428  -0.2372  0.2469  0.4551
Si  7.555  30.6118  39.9002  -0.0297  -0.1815  -0.159
Si  10.4853  0.3531  40.0542  -0.2161  0.4235  0.2376
Si  13.8349  2.6595  40.1935  0.0297  0.084  -0.1996
Si  10.3279  5.865  39.939  0.5111  -0.4538  -0.5103
Si  13.8134  8.8497  39.8358  0.2332  0.0235  -0.0636
Si  11.3471  10.7599  0.0277  0.0018  0.0498  -0.0265
Si  13.7101  14.2178  0.0152  -0.1385  0.0281  0.3498
Si  11.3244  16.2101  0.1829  0.0553  0.2078  0.3666
Si  13.4972  19.2728  0.4666  -0.0077  -0.029  -0.2024
Si  11.2672  21.3449  40.2019  0.1734  -0.064  -0.1926
Si  14.1666  24.112  0.0298  -0.2295  0.1958  -0.2746
Si  10.9549  27.2503  40.05  0.0468  0.0216  0.3087
Si  13.8879  29.5006  39.9675  0.043  0.1969  0.434
Si  1.3361  1.1885  1.2348  0.0095  -0.1382  -0.2367
Si  4.1881  4.0328  1.2411  0.0738  -0.038  -0.0987
Si  1.4468  6.9216  1.3113  0.1153  -0.1231  -0.2293
Si  4.1697  9.6823  1.0785  -0.0999  0.1549  -0.0217
Si  1.4982  12.3094  1.6921  -0.1193  0.0476  -0.3172
Si  3.9272  15.1701  1.3291  0.0689  -0.0769  -0.3046
Si  1.1695  17.9349  1.4951  0.0481  0.0254  -0.322
Si  4.1464  20.566  1.515  -0.0323  -0.0075  -0.1558
Si  1.486  23.3695  1.4673  0.1258  -0.1278  -0.0531
Si  4.1901  26.0675  1.3614  -0.0698  0.0525  -0.2462
Si  1.4784  28.6484  1.6094  0.0846  0.0602  -0.3309
Si  4.1139  31.412  1.6102  -0.0544  -0.0045  -0.2192
Si  6.8802  1.3564  1.7038  -0.0573  -0.0385  -0.0596
Si  9.6555  4.177  1.3095  0.0929  -0.1017  0.1531
Si  7.0106  6.7206  1.1211  -0.028  -0.2025  0.0833
Si  9.6818  9.4628  1.1665  0.186  0.1317  0.0492
Si  6.8965  12.6419  1.0413  -0.0292  0.1026  -0.3607
Si  9.8307  15.0479  1.6174  -0.0604  0.1211  -0.4113
Si  6.7366  17.8846  1.5112  -0.0666  0.0245  0.1599
Si  9.617  20.4489  1.4641  0.0689  0.1601  -0.0541
Si  6.9395  23.1757  1.5829  -0.2061  -0.2058  -0.0539
Si  9.7207  26.0383  1.4434  -0.1084  -0.09  -0.148
Si  6.6979  28.8447  1.1421  -0.0159  -0.0242  -0.3471
Si  9.4523  31.4342  1.0812  -0.0619  -0.0521  -0.1138
Si  12.2067  1.4027  1.1729  0.2121  -0.069  -0.0728
Si  15.1017  3.8512  1.583  -0.1188  -0.0742  0.1118
Si  12.1232  6.6326  1.1551  0.1947  0.2598  0.0235
Si  15.1406  9.6424  1.3783  0.1168  -0.0358  -0.3042
Si  12.4858  12.4427  1.2732  0.0139  0.1095  -0.2626
Si  15.12  15.3775  1.4433  -0.1387  0.0048  -0.3071
Si  12.2723  17.7792  1.6919  -0.1104  -0.149  -0.4243
Si  14.9622  20.6634  1.5467  0.1385  0.1727  -0.1746
Si  12.3494  23.1794  1.2494  -0.233  -0.1827  -0.0845
Si  15.1459  25.9477  1.1818  0.2465  0.238  -0.0496
Si  12.3756  28.4984  1.2461  -0.013  -0.1313  -0.1214
Si  15.2097  31.1209  1.1294  0.0804  -0.092  -0.3508
Si  0.0692  2.4873  2.7998  0.0615  -0.0949  0.1596
Si  2.6989  0.002  2.7929  -0.0678  0.1612  0.0431
Si  0.0291  8.175  2.6985  -0.0646  0.0675  0.1683
Si  2.8724  5.5186  2.6157  0.0248  -0.0889  0.0405
Si  0.0397  13.8029  2.7867  -0.1504  0.1178  -0.1268
Si  2.897  10.8556  2.7834  0.0429  -0.1742  0.1579
Si  16.395  19.3443  2.8947  -0.0179  0.0731  0.0954
Si  2.6025  16.4738  2.7846  -0.0998  0.1131  0.0152
Si  16.3978  24.6397  2.7742  -0.0571  -0.0163  0.0012
Si  2.8188  21.9989  2.8174  0.0283  0.013  0.1586
Si  0.0257  30.0008  2.8015  -0.1499  0.0429  0.0952
Si  2.833  27.2774  2.8863  0.0803  -0.1695  0.1134
Si  5.4249  2.7579  2.8249  -0.1136  0.0713  0.1749
Si  8.2821  32.6918  2.7894  0.0219  -0.1845  0.1189
Si  5.557  8.2072  2.4223  -0.0036  -0.0329  -0.0761
Si  8.2495  5.4589  2.7069  0.0138  0.1378  0.1226
Si  5.4894  13.8145  2.6186  0.0036  0.0877  -0.0825
Si  8.2319  11.0176  2.4105  0.0352  -0.009  -0.138
Si  5.4834  19.2447  2.9432  0.1053  -0.0131  0.0802
Si  8.2514  16.4527  2.7702  -0.0864  0.1346  -0.1357
Si  5.5136  24.6325  2.7604  -0.2084  0.1082  0.0644
Si  8.3628  21.8941  2.897  0.1077  -0.0284  0.0815
Si  5.5074  30.0367  2.8373  0.129  -0.1102  -0.0308
Si  8.2023  27.4513  2.5927  -0.2385  0.1997  -0.023
Si  11.0122  2.7805  2.6839  0.0665  0.0367  -0.0006
Si  13.7055  32.6903  2.4544  -0.001  -0.0186  -0.3287
Si  10.9806  8.1642  2.6602  0.015  -0.159  0.006
Si  13.6328  5.3754  2.6281  -0.1503  0.0907  -0.0045
Si  11.1267  13.6175  2.8495  0.1037  -0.0604  0.015
Si  13.7629  11.0213  2.6832  -0.066  0.0473  0.1608
Si  10.8706  19.1324  2.944  -0.0927  -0.0652  0.1071
Si  13.7357  16.5017  2.9668  0.1085  -0.0077  0.1052
Si  11.0319  24.5733  2.7169  0.1134  -0.0679  -0.0075
Si  13.5832  21.9543  2.8856  0.0477  0.0946  0.0459
Si  10.9404  30.0286  2.478  -0.0562  0.1731  -0.1829
Si  13.7318  27.211  2.6626  0.0086  -0.0513  -0.0183
Si  1.4492  4.0693  3.9979  0.035  -0.0311  -0.1506
Si  4.0737  1.3665  4.1586  0.0421  -0.0206  -0.0397
Si  1.4109  9.5388  4.0868  0.0298  0.0285  -0.0528
Si  4.2256  6.9  3.9718  -0.1037  -0.1035  -0.058
Si  1.3728  15.0874  4.2165  0.0496  0.0752  -0.0045
Si  4.2173  12.349  4.0483  0.057  -0.1189  -0.003
Si  1.4448  20.6367  4.2107  -0.035  -0.111  -0.022
Si  4.0506  17.8141  4.1797  -0.1186  0.1504  -0.1209
Si  1.3769  25.9579  4.2048  0.0893  0.0027  -0.1589
Si  4.1456  23.3436  4.204  -0.0386  0.054  -0.0518
Si  1.3592  31.413  4.1531  -0.0242  0.0681  -0.0675
Si  4.155  28.6912  4.2206  0.0514  -0.1084  -0.0659
Si  6.8659  4.1198  4.102  -0.0685  0.0753  -0.0393
Si  9.6426  1.3649  4.0521  -0.0303  -0.0088  -0.0708
Si  6.8909  9.6139  3.8497  0.0273  0.0016  0.0153
Si  9.6097  6.8492  4.0746  -0.0315  -0.1265  -0.0752
Si  6.8455  15.0954  4.0932  -0.0591  -0.0645  -0.0055
Si  9.5867  12.2492  3.9982  0.0648  0.0547  0.0175
Si  6.9304  20.5702  4.2614  -0.1178  -0.0874  -0.1628
Si  9.5228  17.7664  4.2616  0.0145  0.0611  -0.0218
Si  6.8936  26.0521  4.0689  0.0944  -0.0939  -0.1427
Si  9.6827  23.3024  4.2056  -0.062  -0.0581  -0.0548
Si  6.8823  31.4029  4.1802  0.1019  -0.0432  -0.0849
Si  9.5878  28.7654  3.9973  -0.0062  -0.0953  -0.0502
Si  12.3496  4.0872  4.1073  -0.0813  -0.0525  0.0129
Si  14.99  1.1899  4.0461  0.1477  0.0477  0.0264
Si  12.3586  9.5898  4.0155  -0.0193  0.013  -0.1544
Si  15.0131  6.7918  4.0035  0.0455  0.0006  -0.0575
Si  12.3832  15.0451  4.2458  0.06  -0.0081  -0.0506
Si  15.0806  12.3758  4.1102  -0.0784  -0.0198  -0.0351
Si  12.2744  20.5336  4.2494  -0.0014  0.0624  -0.1424
Si  15.0788  17.9185  4.2746  -0.0114  -0.0655  -0.0878
Si  12.3753  25.929  4.1084  0.0289  -0.0218  -0.027
Si  15.0262  23.3011  4.2023  -0.0772  0.0391  -0.1836
Si  12.31  31.4014  3.9071  0.0172  -0.041  -0.0311
Si  15.0177  28.6288  4.0944  0.0171  0.1207  -0.0468
Si  16.4014  0.0254  16.4286  0.0117  0.006  -0.0068
Si  2.7318  2.7489  16.4192  -0.0125  0.0108  -0.0022
Si  16.4016  5.4753  16.4237  -0.0083  0.0181  -0.0031
Si  2.7338  8.1922  16.4122  -0.0076  0.0136  -0.0023
Si  0.0145  10.9189  16.4152  -0.0147  0.013  0.0013
Si  2.7493  13.6454  16.4034  0.0003  0.0042  -0.0065
Si  0.0372  16.406  16.4174  -0.0222  -0.0092  -0.003
Si  2.7637  19.1549  16.4192  -0.024  0.0032  0.0095
Si  0.0309  21.9012  16.4064  -0.0089  0.0063  0.0051
Si  2.7545  24.6569  16.4252  -0.0154  0.0074  0.0066
Si  0.0359  27.3931  16.4327  -0.0052  -0.0443  -0.0046
Si  2.7403  30.112  16.4248  0.0047  -0.0125  -0.0009
Si  5.4606  0.0295  16.4177  0.0118  0.001  0.012
Si  8.1936  2.7413  16.4137  0.0082  0.0073  0.0031
Si  5.4588  5.4535  16.4068  0.0207  0.0078  -0.0091
Si  8.1931  8.1722  16.3923  0.0297  0.004  -0.0115
Si  5.4597  10.9082  16.4056  -0.0052  0.0242  0.0055
Si  8.2061  13.6285  16.4057  0.0229  0.007  -0.0029
Si  5.4791  16.3757  16.4011  0.0151  0.0029  -0.0058
Si  8.2142  19.1259  16.4056  0.0105  -0.0155  -0.004
Si  5.4792  21.9044  16.4304  -0.0212  0.0184  0.004
Si  8.1926  24.6442  16.4328  -0.0026  0.011  0.0121
Si  5.4622  27.3907  16.418  -0.0087  0.0176  0.002
Si  8.1878  30.1245  16.409  0.0137  -0.0057  0.0063
Si  10.9269  0.0403  16.4219  -0.0036  0.0091  0.0039
Si  13.6637  2.7539  16.4162  -0.0061  0.0139  -0.005
Si  10.9313  5.4549  16.408  0.0189  -0.0054  -0.0043
Si  13.6779  8.1871  16.4231  0.0034  -0.0078  -0.0073
Si  10.9404  10.9043  16.4106  0.017  0.0076  -0.0059
Si  13.6982  13.6609  16.415  -0.0442  0.0188  -0.0115
Si  10.9548  16.3796  16.4065  0.0162  0.0024  -0.0094
Si  13.6982  19.1381  16.4021  0.0048  0.0018  -0.0008
Si  10.9499  21.8759  16.3887  0.0208  -0.0259  -0.0206
Si  13.7012  24.6437  16.4112  -0.0311  -0.031  -0.0028
Si  10.9264  27.3784  16.4286  0.0129  0.0195  0.0039
Si  13.6712  30.1154  16.4452  0.0169  0.0035  -0.0009
Si  1.3696  1.3829  17.7932  -0.0053  0.0167  0.0005
Si  4.0982  4.0996  17.8001  -0.0022  0.0018  0.0081
Si  1.3715  6.8366  17.7955  -0.0144  -0.0098  -0.0108
Si  4.0888  9.5579  17.7892  -0.0002  -0.0331  0.0016
Si  1.3863  12.2868  17.7793  0.0194  0.0223  0.0058
Si  4.12  15.0033  17.7696  -0.0272  0.0057  0.0014
Si  1.4045  17.7856  17.7855  0.0198  0.0179  0.0161
Si  4.1145  20.5359  17.7943  0.0218  -0.0147  0.0025
Si  1.3919  23.2761  17.7739  -0.0343  -0.0288  -0.0287
Si  4.1022  26.0372  17.8017  0.0048  -0.0395  -0.0054
Si  1.3956  28.7535  17.82  0.014  0.0498  0.0097
Si  4.0977  31.4729  17.7958  -0.0238  -0.012  -0.017
Si  6.8196  1.3883  17.7935  0.0066  0.0073  -0.013
Si  9.5653  4.0902  17.7856  0.0068  0.0172  0.0076
Si  6.8251  6.8134  17.7673  -0.0186  -0.0078  0.0023
Si  9.5501  9.5319  17.7635  -0.04  -0.0158  0.0077
Si  6.8229  12.2688  17.7749  0.0231  0.0097  0.0128
Si  9.581  14.9969  17.7576  -0.0112  0.0081  -0.0128
Si  6.8427  17.7466  17.7564  -0.0068  0.0052  -0.0004
Si  9.5821  20.5083  17.7498  0.0579  0.0608  0.0012
Si  6.8197  23.288  17.8094  0.0094  -0.0457  0.0204
Si  9.5482  26.0218  17.7964  0.0181  -0.0114  0.0164
Si  6.8122  28.772  17.7754  0.0258  -0.0391  -0.0138
Si  9.5432  31.4877  17.7802  -0.0095  -0.0281  0.0005
Si  12.2903  1.4031  17.7942  0.0199  -0.0087  0.0152
Si  15.0225  4.1153  17.7903  0.0004  -0.0125  -0.0086
Si  12.2913  6.8196  17.7789  -0.0307  -0.0106  -0.0178
Si  15.053  9.5533  17.7911  0.0043  0.014  0.0093
Si  12.3138  12.2864  17.7604  0.0237  -0.0113  -0.0146
Si  15.0799  15.0312  17.7818  0.0012  0.0278  0.0057
Si  12.3314  17.759  17.755  -0.0238  -0.0178  -0.0025
Si  15.0722  20.5193  17.754  -0.0194  -0.0209  -0.0012
Si  12.3257  23.2462  17.7278  0.0104  0.0411  -0.0278
Si  15.0744  26.0121  17.7759  0.0406  0.0579  -0.0105
Si  12.2837  28.7489  17.7952  -0.0362  -0.0541  -0.0034
Si  15.0421  31.4757  17.821  -0.0266  -0.0161  0.032
Si  16.3916  2.7449  19.1452  -0.0016  0.0171  -0.0161
Si  2.7311  0.0173  19.1716  -0.0206  -0.0033  0.009
Si  0.0182  8.2004  19.1822  0.0282  -0.0395  0.025
Si  2.7362  5.4731  19.1671  -0.038  0  0.0107
Si  0.0481  13.6656  19.1552  -0.0195  -0.0251  0.0156
Si  2.7268  10.9242  19.174  -0.0313  0.0268  -0.0034
Si  0.0557  19.1942  19.1424  -0.0587  -0.0052  0.0133
Si  2.7786  16.3942  19.1261  0.0002  -0.0407  -0.0183
Si  0.0462  24.6496  19.1442  0.0231  -0.0433  0.0166
Si  2.757  21.9346  19.1585  -0.0343  0.0335  0.0358
Si  0.028  30.1162  19.1927  -0.0056  -0.0773  0.0183
Si  2.7708  27.4043  19.2079  -0.0229  -0.0423  0.0429
Si  5.4423  2.718  19.1842  0.0091  0.0251  0.0072
Si  8.1737  0.0249  19.1682  0.0576  -0.0164  0.0428
Si  5.4569  8.1753  19.1344  0.017  -0.002  -0.0373
Si  8.1709  5.4323  19.1372  0.0243  0.0181  -0.0228
Si  5.4552  13.6229  19.1589  0.012  0.012  0.014
Si  8.1686  10.8794  19.1352  0.0625  0.0271  -0.0149
Si  5.4921  19.1339  19.1153  -0.0205  0.0057  0.0073
Si  8.1886  16.3447  19.1055  0.0901  -0.017  0.0009
Si  5.4516  24.6815  19.1864  -0.0343  0.079  0.0154
Si  8.2099  21.8775  19.1095  -0.0125  -0.0034  0.019
Si  5.4585  30.1179  19.1727  -0.0191  -0.0099  0.037
Si  8.1639  27.4188  19.1485  -0.0403  0.0689  0.0089
Si  10.916  2.7382  19.1906  -0.0111  0.0252  0.0312
Si  13.6422  0.0367  19.1696  -0.0165  0.0296  0.0023
Si  10.8947  8.1578  19.137  0.0591  0.0088  -0.0111
Si  13.6411  5.4639  19.1667  0.018  -0.026  0.052
Si  10.9408  13.6337  19.1344  -0.0029  0.0351  0.0114
Si  13.6754  10.9314  19.1332  -0.0737  0.0746  -0.016
Si  10.9505  19.1283  19.097  0.0272  -0.0169  0.0195
Si  13.7221  16.4228  19.1318  -0.0274  -0.0067  0.0342
Si  10.9411  24.594  19.0715  0.0752  -0.0962  -0.0102
Si  13.6973  21.8928  19.0929  -0.0517  -0.0037  -0.0053
Si  10.8857  30.1135  19.1487  0.0553  0.0421  0.0439
Si  13.6855  27.374  19.114  -0.0244  0.0049  0.0263
Si  1.3642  4.0902  20.5125  0.0183  -0.0015  -0.0231
Si  4.0867  1.3435  20.5752  -0.0512  0.0104  0.0491
Si  1.3827  9.5708  20.5807  -0.0578  0.06  0.0453
Si  4.1095  6.8396  20.5364  0.0307  0.0085  0.0203
Si  1.4305  15.0443  20.5149  0.0735  0.0575  0.0141
Si  4.0969  12.2627  20.5626  -0.0404  0.0563  0.054
Si  1.4039  20.5792  20.5405  0.038  0.0011  0.0709
Si  4.1496  17.7564  20.484  -0.0255  0.0491  0.061
Si  1.4021  26.0079  20.5478  -0.0414  0.071  0.0018
Si  4.0748  23.3279  20.5606  -0.0389  -0.0878  0.0234
Si  1.393  31.4827  20.5872  0.0338  0.0502  0.0147
Si  4.1425  28.771  20.6053  0.0223  0.0629  0.0575
Si  6.8225  4.0761  20.5329  -0.0002  -0.002  0.0059
Si  9.5417  1.3578  20.5581  0.0087  -0.0057  0.0305
Si  6.7939  9.5244  20.524  -0.0287  -0.0561  0.0773
Si  9.517  6.7852  20.5128  -0.0372  -0.0623  0.0544
Si  6.8316  14.9883  20.5095  0.0006  0.0249  0.0586
Si  9.5381  12.2509  20.4775  -0.0587  -0.0521  -0.0398
Si  6.8624  20.4918  20.4745  0.0211  0.036  0.0093
Si  9.5608  17.7349  20.4176  -0.0087  -0.0556  -0.0132
Si  6.798  26.091  20.5469  -0.0097  -0.1319  0.0071
Si  9.576  23.2518  20.455  0.1004  0.0904  -0.0173
Si  6.7924  31.4897  20.5528  0.0421  0.0085  0.0863
Si  9.4846  28.7994  20.5365  -0.0379  -0.105  0.0257
Si  12.2698  4.115  20.5748  0.0177  -0.0031  0.0323
Si  15.0216  1.4029  20.5258  0.0334  0.0233  0.0174
Si  12.253  9.5706  20.4476  0.0269  -0.0576  -0.0194
Si  15.0252  6.8271  20.5182  -0.0052  0.0195  0.0052
Si  12.3506  15.014  20.4555  -0.0074  0.0225  -0.0087
Si  15.0692  12.2863  20.4998  0.0398  -0.0213  0.0279
Si  12.328  20.5145  20.437  0.0436  0.0248  -0.0328
Si  15.0936  17.8274  20.496  0.0005  -0.0278  -0.0292
Si  12.3341  25.9329  20.4005  -0.0141  0.007  -0.0301
Si  15.0647  23.2592  20.4569  -0.0436  -0.0176  0.0549
Si  12.2417  31.4812  20.5175  -0.0206  -0.0684  -0.0383
Si  15.0223  28.7414  20.5114  0.0574  0.0529  -0.0334
Si  16.3932  0.0662  21.9102  -0.0743  0.0187  0.049
Si  2.6959  2.7131  21.9017  0.0074  0.0072  0.1748
Si  0.0129  5.4583  21.8674  -0.0503  -0.035  0.0377
Si  2.818  8.2466  21.9439  -0.0118  -0.1239  -0.0888
Si  16.3688  10.9213  21.9493  0.1102  0.0527  0.2044
Si  2.7822  13.691  21.9337  -0.0507  -0.0952  0.1568
Si  0.1045  16.4842  21.8357  -0.004  -0.0181  -0.0133
Si  2.8085  19.1606  21.8298  0.1203  0.0811  0.019
Si  0.0492  22.0146  21.9089  0.0016  0.0116  -0.0105
Si  2.7652  24.7308  22.0265  0.0475  -0.0447  0.0568
Si  16.3447  27.3197  21.8591  0.0661  -0.0644  0.0751
Si  2.7831  30.1392  21.9853  -0.0432  -0.0921  0.0489
Si  5.4385  32.7949  22.0026  -0.014  -0.0537  0.0458
Si  8.1354  2.6783  21.9251  0.0917  0.0676  0.0513
Si  5.4645  5.4462  21.8883  -0.012  -0.0165  0.1201
Si  8.1271  8.1192  21.8843  -0.0359  0.1202  0.0368
Si  5.4113  10.8362  21.9444  0.1819  0.0358  -0.0497
Si  8.1369  13.5409  21.8648  0.1063  0.051  0.0915
Si  5.5171  16.4083  21.8843  -0.058  -0.0901  -0.0404
Si  8.1767  19.0292  21.8178  0.1128  0.0488  0.0085
Si  5.5159  21.9236  21.7898  -0.0801  -0.0154  0.1031
Si  8.239  24.7004  21.7701  -0.0028  -0.0004  0.0266
Si  5.5248  27.4658  22.0575  -0.04  0.0549  0.0752
Si  8.1138  30.1773  21.9987  0.0391  0.0614  0.0162
Si  10.8748  32.784  21.9582  -0.0601  -0.0325  0.0308
Si  13.6667  2.7451  21.9256  0.0881  0.0529  0.0045
Si  10.8299  5.4362  21.9454  -0.0698  0.0213  0.0849
Si  13.6225  8.24  21.8029  -0.0279  0.0737  0.0392
Si  10.8593  10.8634  21.8429  0.0414  -0.0224  0.0652
Si  13.7294  13.6756  21.8411  -0.0352  0.0256  -0.052
Si  10.9548  16.3944  21.7495  -0.035  -0.0009  0.075
Si  13.7538  19.256  21.8344  -0.1344  0.0148  0.1225
Si  10.8805  21.7895  21.7881  0.0245  0.0796  0.0554
Si  13.6458  24.5511  21.8149  0.103  0.0044  0.1313
Si  10.925  27.3045  21.6478  0.1676  0.1566  0.0097
Si  13.6664  30.1611  21.8376  -0.0499  0.0641  0.0332
Si  1.3246  1.3967  23.3484  0.0269  0.2791  0.1097
Si  4.1172  4.0542  23.2356  -0.1038  -0.1287  -0.1624
Si  1.4289  6.8365  23.1636  0.0333  -0.0437  -0.0605
Si  4.169  9.5077  23.4767  -0.0134  0.1599  0.2338
Si  1.3727  12.3308  23.3106  -0.1181  -0.0466  -0.1091
Si  4.2212  15.0536  23.3003  0.0034  -0.0089  -0.0211
Si  1.4573  17.8587  23.2452  -0.0765  0.0872  -0.0798
Si  4.219  20.52  23.173  0.022  -0.0647  -0.162
Si  1.3129  23.4174  23.3945  -0.1456  0.0587  0.0431
Si  4.17  26.1076  23.4511  -0.1392  -0.0081  0.0749
Si  1.3087  28.7158  23.1749  0.027  0.0525  -0.2862
Si  4.1739  31.4261  23.4989  0.0259  -0.1044  0.1
Si  6.7783  1.3666  23.3839  0.0678  0.0445  0.0117
Si  9.4808  3.9684  23.3483  0.0868  -0.1315  -0.0391
Si  6.796  6.7728  23.331  0.029  -0.1069  0.1107
Si  9.4239  9.5205  23.2497  0.0547  0.0156  -0.1981
Si  6.7624  12.1559  23.3302  -0.101  0.0386  -0.1009
Si  9.5905  14.9529  23.0639  0.0404  -0.0303  -0.3093
Si  6.8704  17.724  23.3052  -0.0055  -0.0016  0.0791
Si  9.529  20.3745  23.1527  0.1164  -0.0855  -0.0915
Si  6.9172  23.3052  23.0962  -0.0059  0.1085  -0.3448
Si  9.5905  26.095  23.129  -0.2369  0.088  0.0707
Si  6.8779  28.8355  23.5534  0.0241  -0.0289  0.0665
Si  9.4436  31.5265  23.434  0.1692  -0.0582  0.2012
Si  12.3159  1.3161  23.2461  0.0872  0.0428  0.0585
Si  15.0132  4.1717  23.2848  0.0342  -0.0178  0.0624
Si  12.1548  7.004  23.1435  -0.1225  0.056  -0.0167
Si  14.9287  9.5127  23.3055  -0.0888  -0.0256  -0.0425
Si  12.328  12.2205  23.0907  0.0813  -0.0807  -0.1256
Si  15.1289  15.1165  23.1439  0.1272  -0.0746  -0.1213
Si  12.2951  17.8603  23.0572  -0.1068  0.1499  -0.1786
Si  15.1  20.6721  23.2855  -0.1511  -0.0764  0.1069
Si  12.2308  23.154  23.1269  0.0873  -0.1557  -0.0162
Si  14.9712  25.9147  23.2399  0.0614  -0.143  -0.1211
Si  12.2365  28.6981  22.9676  -0.1604  0.0289  -0.2673
Si  14.9901  31.5496  23.2626  -0.0922  0.1479  0.0103
Si  0.0287  2.901  24.7722  0.1162  0.1024  -0.0428
Si  2.6908  0.0041  24.7247  -0.0165  0.1794  0.3008
Si  0.0239  8.0781  24.5175  0.016  0.2133  -0.0608
Si  2.8026  5.4927  24.5013  -0.0656  0.0849  0.3546
Si  16.3688  13.7859  24.6229  0.086  -0.0775  0.3045
Si  2.7411  10.9675  24.764  -0.1251  0.141  0.1382
Si  0.2649  19.4501  24.6084  0.1038  -0.0353  -0.2996
Si  2.8455  16.485  24.5951  -0.04  -0.0591  0.162
Si  16.2421  24.7566  24.9449  -0.0984  0.196  0.0393
Si  2.9119  22.0323  24.4198  -0.0146  -0.1057  0.1411
Si  16.2652  30.035  24.451  0.0981  -0.0374  0.0826
Si  2.5518  27.4882  24.7192  -0.0058  0.0039  0.1998
Si  5.4  2.7167  24.7239  -0.133  0.1346  0.1933
Si  7.9956  0.1123  24.9724  0.1638  -0.058  0.0002
Si  5.5698  8.0766  24.9211  0.0799  -0.227  0.2446
Si  8.0845  5.3287  24.7151  -0.0965  -0.0377  0.3002
Si  5.49  13.5748  24.728  -0.0655  0.056  0.1295
Si  8.1054  10.7773  24.738  -0.0539  -0.2213  0.3211
Si  5.5535  19.1846  24.6893  -0.034  0.122  0.2528
Si  8.2533  16.1817  24.5091  0.0198  -0.0282  0.145
Si  5.8922  24.8022  24.5785  0.0017  0.0098  0.0745
Si  8.1136  21.759  24.3646  0.0491  0.0064  0.2713
Si  5.4846  30.073  25.1767  -0.2316  0.021  0.0504
Si  8.9187  27.9821  24.5287  0.1459  0.1387  -0.1666
Si  10.9354  2.5267  24.6462  -0.2307  0.2795  0.0615
Si  13.6085  0.0442  24.7647  0.0429  -0.2424  -0.3754
Si  10.7749  8.2691  24.6644  0.1887  -0.0683  0.236
Si  13.5046  5.6414  24.3943  0.2913  -0.0295  0.0084
Si  10.9823  13.5793  24.3528  0.006  0.1731  0.2006
Si  13.4766  10.9201  24.6715  0.0331  0.0188  0.2557
Si  10.9253  19.0808  24.5662  -0.1634  -0.1522  -0.0859
Si  13.7348  16.5586  24.2965  0.0175  0.0425  0.0981
Si  10.7842  24.5107  24.3598  0.1287  -0.0552  0.2391
Si  13.5642  21.9178  24.6737  0.1104  0.2753  -0.0767
Si  10.6601  29.6685  24.3781  -0.004  0.1126  -0.0151
Si  13.4197  27.2685  24.345  0.0213  0.0191  0.1321
Si  1.6656  4.0877  25.9971  0.3324  0.287  -0.3652
Si  3.7952  1.6556  26.1174  -0.0108  -0.2642  -0.1709
Si  0.9309  9.8653  25.8177  -0.0295  -0.1318  0.115
Si  4.2002  6.4922  26.1011  -0.1147  -0.0169  -0.1396
Si  1.5941  14.9986  25.9045  -0.1011  0.0014  -0.0092
Si  3.737  12.676  26.1419  -0.0687  0.0964  -0.2124
Si  1.901  20.5538  25.9216  0.2016  0.3994  0.3252
Si  3.9137  18.0952  25.9845  0.1591  -0.0498  0.1487
Si  0.7305  26.7231  26.1468  -0.0318  -0.2546  0.1635
Si  4.5364  23.229  25.5619  -0.0183  0.0519  0.3585
Si  1.3267  31.2229  25.8219  0.014  -0.1409  0.1811
Si  3.5036  29.0303  26.2606  -0.0028  -0.1104  0.16
Si  6.418  4.2623  26.1921  0.1697  0.0558  -0.3509
Si  9.6241  1.3023  26.2573  0.1486  0.0815  -0.3625
Si  7.0352  9.2686  26.518  -0.0582  0.2173  -0.2731
Si  9.8014  6.442  25.8654  0.1206  -0.2795  0.0513
Si  7.3389  14.4812  25.9422  0.1601  -0.1027  0.2402
Si  9.5885  12.2753  25.7024  0.1761  0.0845  0.397
Si  6.5824  20.9409  25.9964  0.114  -0.2294  0.2978
Si  9.9615  17.2069  25.7  0.0991  -0.0354  0.3738
Si  7.5882  25.1956  26.3414  -0.3469  -0.0973  0.5738
Si  9.4654  23.0463  25.6664  -0.3098  -0.1353  0.106
Si  6.9911  31.3882  26.666  -0.2704  0.0243  -0.2655
Si  9.1674  26.9317  26.5827  0.3179  0.1352  -0.2656
Si  12.0989  4.2825  25.6416  -0.1373  0.1242  0.0444
Si  15.4108  1.9387  26.6633  0.161  0.0538  -0.2801
Si  11.7091  10.0018  26.0871  -0.0173  0.0275  -0.001
Si  15.054  6.6673  25.8362  -0.4208  0.1464  0.0103
Si  12.3476  15.1466  25.4325  -0.1379  0.1728  0.2524
Si  15.0604  12.2088  25.8819  0.1963  -0.1559  -0.1771
Si  12.4394  20.2352  25.9325  0.2176  -0.3254  -0.32
Si  14.4995  17.8701  26.0916  0.3094  -0.1322  0.1941
Si  12.0332  25.8998  25.6935  -0.1912  -0.2107  0.2345
Si  14.3505  23.7364  26.094  -0.1873  -0.0763  0.1948
Si  12.1942  30.3061  26.1137  0.0305  -0.4343  -0.5855
Si  14.762  28.6379  25.6167  -0.1436  0.0458  0.2592
Si  14.5112  4.0314  27.4732  -0.3623  0.3008  -0.0188
Si  3.2373  0.8536  28.9492  0.1327  -0.0241  0.1301
Si  11.9283  8.3968  28.8247  0.0497  -0.0326  0.372
Si  1.9433  6.1918  28.2032  0.129  -0.0419  0.1393
Si  0.7727  13.64  33.0464  -0.0478  -0.1198  0.0132
Si  14.204  14.0661  27.8971  -0.1507  -0.0378  0.1755
Si  14.6461  20.6688  30.9525  0.0996  -0.1264  0.4904
Si  12.8463  25.6096  30.5168  0.0735  0.1516  0.2169
Si  3.6099  24.309  28.2761  0.0763  -0.2902  0.2332
Si  1.2309  27.4774  31.2673  -0.172  -0.1171  0.1949
Si  4.5669  22.2914  30.0423  -0.0646  -0.0497  0.1663
Si  5.5577  31.9856  29.6487  0.0596  0.0014  0.3261
Si  8.2599  3.0253  28.3741  0.0166  0.1247  0.2103
Si  8.6057  5.3417  30.5583  0.0489  0.0291  0.356
Si  6.7966  15.3568  28.893  0.08  0.0326  0.3989
Si  2.4205  15.931  33.2876  0.2349  0.0803  -0.0696
Si  9.5406  16.6912  28.6749  0.0191  -0.0616  0.2206
Si  1.9525  21.9553  28.7681  0.2034  -0.0795  0.2598
Si  7.5713  26.4768  28.9076  -0.0768  -0.0851  0.5104
Si  7.6194  23.4665  38.0791  -0.063  -0.2161  -0.0152
Si  6.7101  30.6284  36.8291  -0.0699  0.2787  -0.2196
Si  9.5937  31.3052  30.8068  0.0699  -0.1032  0.3867
Si  5.1868  11.0128  28.3086  0.0949  0.1882  0.4606
Si  16.1322  8.341  27.9676  -0.0993  0.2097  0.2239
Si  9.8835  13.1522  31.0972  0.032  0.0982  0.2208
Si  16.1449  16.298  28.0897  0.137  0.0232  0.2338
Si  9.6893  19.5483  29.7893  -0.1032  -0.0134  0.2624
Si  11.294  21.2482  27.6133  -0.1162  0.0589  0.2012
Si  8.7942  24.2895  33.7594  -0.0416  -0.0099  -0.0972
Si  13.5616  22.9407  28.8764  0.037  -0.013  0.419
Si  9.7088  25.785  31.2355  0.006  0.1827  0.1549
Si  0.2195  0.3281  27.9119  -0.0161  -0.0724  0.0255
Si  2.9412  2.0413  31.8793  0.0338  0.0617  0.2798
Si  14.3792  8.5567  30.3672  -0.1128  0.0372  0.4105
Si  2.2897  7.0694  31.1021  -0.1877  0.1718  0.3591
Si  4.1551  9.621  30.9327  0.0738  0.0197  0.4346
Si  0.0397  18.124  30.6398  0.0396  0.1695  0.3674
Si  0.3948  22.3626  31.2878  0.1144  0.1129  0.3595
Si  2.7132  27.1137  28.5356  -0.0925  -0.0267  0.0581
Si  6.1092  25.9116  33.778  0.0389  -0.0337  -0.2054
Si  4.934  30.0573  32.0383  -0.0414  -0.1338  0.1933
Si  12.3264  31.4756  38.3069  -0.2104  -0.0914  -0.0455
Si  5.9725  27.4669  31.2071  -0.0083  -0.0666  0.3466
Si  6.5753  4.9471  32.9913  -0.079  0.0187  0.025
Si  6.5441  10.6631  32.2847  0.0765  0.01  0.0816
Si  8.1805  8.7553  37.0638  0.1058  0.0274  -0.555
Si  8.9562  7.7473  28.6041  0.2408  -0.0683  0.2077
Si  4.9709  17.8114  28.9521  -0.0206  0.1336  0.1991
Si  5.2661  19.7813  33.2282  -0.1389  -0.2069  -0.1309
Si  6.836  20.4318  29.1053  -0.1034  0.0705  0.1502
Si  6.8248  14.1082  35.9577  0.0313  0.0127  -0.4749
Si  10.2811  22.5983  37.473  0.1545  -0.022  -0.3873
Si  9.8509  31.2819  27.6749  -0.0703  0.2297  0.2701
Si  8.3116  2.9977  36.1038  0.0161  -0.1014  -0.157
Si  13.3586  5.848  29.7212  -0.0996  0.1779  0.2704
Si  11.948  16.0828  35.2394  -0.0148  -0.0131  -0.1898
Si  11.0354  15.6494  32.3266  -0.0765  -0.0296  0.1029
Si  10.6926  11.6598  35.3644  0.1302  -0.0571  -0.4614
Si  12.7855  13.3447  36.1569  0.0723  0.0282  -0.5685
Si  15.6479  25.2231  31.6043  -0.1286  -0.1194  0.1775
Si  13.1308  28.507  31.1809  -0.0492  -0.1663  0.0374
Si  15.8735  29.6278  32.0748  -0.1038  -0.1817  0.1207
Si  12.5659  27.7086  34.052  0.0197  -0.0696  -0.1424
Si  15.1909  32.4556  30.7005  -0.0855  -0.1747  0.3025
Si  12.5395  31.3877  31.2757  -0.1253  -0.1295  0.255
Si  4.3543  32.396  36.1243  0.3051  -0.0756  -0.3147
Si  0.435  5.1557  36.757  0.1303  0.0034  -0.4083
Si  3.5883  4.9086  32.871  -0.0106  0.1439  0.1204
Si  15.9288  12.6356  35.789  -0.0978  -0.2109  -0.3563
Si  2.6578  11.4016  33.1435  0.034  -0.0433  0.0454
Si  11.7852  14.8135  29.6731  -0.231  0.0203  0.3213
Si  15.9055  16.179  32.9173  -0.118  0.0542  -0.0184
Si  6.7201  28.8838  34.3318  0.0143  0.0205  -0.1788
Si  0.2851  25.2495  36.5314  0.1592  -0.135  -0.2911
Si  0.379  0.9577  32.9385  0.0255  -0.0314  0.1976
Si  2.9946  32.1997  33.2991  0.1301  -0.0444  0.1462
Si  7.7253  0.9765  30.6557  0.1218  0.0391  0.4091
Si  7.1316  0.4159  35.4929  -0.0086  -0.0891  -0.1034
Si  0.9208  9.887  35.0872  -0.0918  0.016  -0.168
Si  7.6741  2.3026  33.3731  0.0011  -0.1826  -0.0201
Si  6.8604  12.6768  30.1914  0.1138  0.1578  0.3438
Si  2.9992  23.127  32.7022  -0.0424  -0.0284  -0.0858
Si  3.1266  18.2661  31.4459  -0.0301  0.0282  0.2686
Si  4.6614  23.4443  35.128  0.009  -0.1219  -0.2933
Si  10.4215  18.6863  32.4644  0.0488  -0.1299  0.0316
Si  8.7258  28.5767  32.2406  0.0655  -0.1115  0.1031
Si  7.0165  21.738  34.3077  0.0016  -0.0747  -0.1691
Si  10.6727  7.8804  33.3545  -0.0044  0.039  -0.0166
Si  11.4423  5.2553  32.0404  0.0652  0.113  0.1908
Si  11.2812  8.8942  36.1579  0.1874  0.1508  -0.3665
Si  5.2422  12.0357  34.572  -0.0478  0.0881  -0.2243
Si  5.1283  16.4549  37.3556  -0.1382  0.2315  -0.2843
Si  14.3697  17.703  35.0361  0.028  0.0035  0.0188
Si  8.8006  16.3803  35.8217  0.1124  -0.0514  -0.5023
Si  7.8073  18.9131  34.1019  0.0105  -0.1497  -0.0828
Si  11.6907  24.968  34.8471  0.0127  -0.0858  -0.3516
Si  14.6769  23.1969  37.4907  0.0257  -0.2105  -0.4434
Si  14.397  1.4274  35.0653  -0.1482  0.0047  -0.2682
Si  16.1174  8.2315  32.5959  -0.0443  -0.0285  0.1996
Si  4.0001  1.5902  38.2711  0.0954  -0.1106  -0.1355
Si  1.9403  7.6267  37.1105  -0.1019  -0.0895  -0.4557
Si  5.6454  4.0846  37.3144  -0.0381  0.0661  -0.3995
Si  9.6654  10.6103  32.6543  0.0795  0.0831  0.0826
Si  4.2319  18.953  36.0151  -0.1365  0.0184  -0.0639
Si  2.1774  20.3224  37.7932  0.2035  -0.1029  -0.244
Si  1.2936  25.6387  33.5716  0.0115  -0.1609  0.0232
Si  2.6594  23.4622  37.6245  -0.0803  -0.2703  -0.2103
Si  15.6404  28.0592  37.7269  0.1636  -0.1307  -0.3961
Si  12.8554  31.4843  34.4532  -0.1651  0.0218  -0.1742
Si  3.1102  5.1691  35.8521  -0.2183  0.0221  0
Si  12.6971  4.1966  34.6558  0.1169  0.0735  -0.2765
Si  8.4096  6.6166  34.9782  0.0366  0.0056  -0.2198
Si  10.4396  4.8231  36.8206  -0.0816  -0.031  -0.5013
Si  10.4989  12.6178  38.0082  -0.0075  -0.0107  -0.5001
Si  6.3421  11.3753  37.159  -0.1727  0.1916  -0.4089
Si  2.6065  16.5716  36.0084  0.0427  0.0448  -0.0308
Si  8.8376  17.0236  38.8742  0.2497  -0.1914  -0.0237
Si  6.7926  26.3182  38.3763  0.052  -0.145  0.0909
Si  13.0785  19.8045  33.4148  0.072  -0.0292  -0.016
Si  9.3246  27.8926  37.6136  0.203  0.1229  -0.2567
Si  14.5636  4.9593  38.4656  0.2339  0.0206  -0.1709
Si  13.8592  7.6179  37.2043  0.129  0.1298  -0.4654
Si  15.0069  6.3894  34.7129  0.0817  0.0078  -0.1632
Si  16.2955  13.2771  38.7307  0.111  -0.2293  0.033
Si  12.5117  22.2412  35.4243  0.1995  0.0509  -0.2282
Si  0.2499  17.8788  37.1808  -0.0305  0.1243  -0.28
Si  11.2685  25.5705  37.6297  0.1952  0.141  -0.2419
Si  14.9629  29.2355  34.954  -0.1376  -0.0721  -0.3558
Si  11.0975  29.7446  36.0058  -0.0207  0.0659  -0.5331
Si  14.8523  0.5121  38.0095  0.0294  0.3649  -0.0905
O  14.5778  1.4773  39.3  0.2531  0.1235  0.1474
O  14.3009  28.6071  38.5631  -0.3656  0.2117  0.3503
O  1.2665  4.1675  39.8548  0.2072  0.051  0.6259
O  2.7082  2.4396  38.7446  0.1812  0.0977  -0.1619
O  16.2708  5.5161  35.261  0.1033  -0.1666  0.3224
O  15.4232  5.7544  39.599  0.1211  0.3082  0.1074
O  0.2121  9.1082  33.8539  -0.0379  -0.0969  0.0685
O  2.7526  8.0096  38.4774  0.0813  0.2224  0.4394
O  16.1061  11.7435  39.2679  -0.0593  -0.126  0.0569
O  1.3502  9.768  39.7206  0.2321  0.122  0.3561
O  3.7648  12.578  39.5533  0.2332  0.2227  0.4034
O  1.2489  13.9591  39.4053  0.3238  0.3262  -0.1361
O  0.1062  17.2669  38.6876  -0.1241  -0.4984  0.4141
O  11.8993  15.5856  33.6888  -0.1155  -0.2587  0.0194
O  2.1545  19.9998  39.3813  -0.24  0.2024  0.3555
O  3.644  19.9252  37.1737  0.2066  0.2093  0.2333
O  15.5058  22.1138  38.4389  -0.0091  0.161  0.4932
O  0.8392  22.4595  0.2031  -0.0219  0.4171  0.1194
O  1.1044  25.7591  35.1871  0.0464  -0.025  0.2641
O  3.2552  23.8914  39.0918  -0.1261  0.1252  0.3726
O  1.6196  26.0345  39.7726  -0.0995  0.0916  0.1951
O  0.383  28.1922  38.8893  0.1476  -0.2485  0.3014
O  1.772  31.0841  39.616  -0.21  0.0285  0.3149
O  11.6639  28.4478  35.1858  -0.0581  -0.0738  0.3523
O  4.5782  0.8736  39.6094  0.1404  -0.0178  0.1921
O  6.5919  31.954  39.7718  0.0841  -0.4849  0.1861
O  7.209  3.5529  39.7936  -0.2645  0.4305  0.2051
O  9.931  5.0569  31.4764  -0.2641  0.0945  0.06
O  4.5957  4.754  36.2861  0.3775  -0.3064  0.0694
O  5.6353  5.1092  38.5937  0.0621  0.0701  0.2375
O  13.1084  7.4645  0.1055  -0.1707  -0.3878  -0.0539
O  8.0179  8.2373  38.5969  0.2933  -0.4938  0.6064
O  5.7569  11.0693  38.6368  -0.1823  -0.0321  0.208
O  6.1805  12.0837  31.5479  -0.2306  0.0087  -0.1277
O  7.0367  12.8803  37.0392  -0.0342  -0.2268  0.3463
O  9.6376  13.7764  38.7832  -0.1879  0.0894  0.3285
O  3.8896  18.0059  39.9082  0.0651  0.102  0.1057
O  5.6149  16.4086  38.8923  0.3712  0.1048  0.1563
O  8.3476  18.5426  39.2078  0.3128  -0.0044  -0.0098
O  5.8676  15.265  36.559  0.0621  0.0474  -0.0027
O  6.5665  22.3201  38.6109  0.1891  -0.2629  0.2303
O  4.8513  21.1729  0.0827  0.2899  -0.1423  0.4841
O  8.6002  23.8763  39.3296  0.3272  0.2381  0.0981
O  7.1975  25.9949  39.9449  -0.1767  -0.1667  0.2206
O  3.7962  28.9718  39.6374  0.1075  -0.3988  0.1651
O  5.3323  27.0421  38.5811  -0.1126  0.0146  -0.1307
O  7.7604  27.4432  37.689  -0.1302  0.2391  0.2898
O  9.2899  1.4977  39.6664  0.2416  -0.0519  0.1896
O  11.1101  32.5284  38.6393  0.0006  0.1895  -0.1759
O  13.5127  3.8676  39.0678  -0.393  -0.3607  -0.0382
O  13.7365  6.0468  37.6099  -0.0009  -0.2419  0.3087
O  10.6818  5.4056  38.3227  -0.0896  0.6065  0.6121
O  9.5215  5.8267  35.8862  0.0739  0.0623  0.0986
O  14.5546  8.5235  38.3802  -0.0063  -0.0049  0.3148
O  14.6331  7.6293  35.747  -0.2407  0.0057  0.3733
O  10.4649  11.3054  38.9602  -0.0533  -0.2394  0.2628
O  12.6398  9.9732  39.5662  -0.0707  -0.0472  -0.0767
O  14.8232  13.9761  39.0074  -0.0398  0.1535  -0.1059
O  12.5115  15.2678  39.6952  0.0668  -0.2192  0.3542
O  10.453  16.8895  39.1733  -0.215  0.1384  -0.1507
O  14.5061  18.2758  39.8016  0.4486  -0.0464  0.3991
O  12.4632  20.2212  39.7578  -0.0987  0.0769  0.4328
O  6.0623  21.2242  33.0366  0.0259  0.2229  -0.2104
O  10.4916  21.6128  38.754  0.1675  -0.0881  0.1737
O  15.7616  28.9712  36.3566  0.0642  -0.1667  0.3544
O  13.9326  24.2226  38.5563  -0.1786  0.3205  0.2959
O  9.9332  28.2148  39.1246  -0.142  0.1256  0.1703
O  11.8363  26.2764  38.9996  0.0489  -0.0808  0.152
O  12.7785  30.712  39.6658  -0.0538  0.1072  -0.3033
O  14.9266  1.3541  36.6124  0.272  -0.0815  0.3395
O  2.6533  2.8073  26.2378  -0.1527  -0.2602  -0.1501
O  1.6575  4.7271  27.5424  -0.4213  -0.2168  -0.0083
O  6.1737  0.5254  30.3911  -0.3394  0.0157  0.0909
O  4.1977  1.4005  27.726  -0.0713  0.0114  -0.1879
O  0.9072  9.3214  27.3874  0.1498  0.0505  -0.0448
O  16.2612  11.0977  25.9678  -0.0823  -0.0343  0.0367
O  3.1546  6.9173  27.3493  0.3521  0.0944  -0.3444
O  5.2628  5.35  26.7272  0.2433  -0.0786  -0.2131
O  15.5836  17.1898  31.6847  -0.1723  -0.0056  -0.1624
O  0.9902  16.0099  27.0747  0.2603  0.0245  -0.1368
O  2.6267  13.8564  26.573  0.2113  -0.1952  -0.4815
O  4.2654  12.167  27.6193  0.1376  -0.171  0.2266
O  3.3699  21.3529  29.386  -0.1067  -0.1607  0.0339
O  1.4853  21.311  27.3525  -0.1677  -0.056  -0.354
O  5.3745  22.0232  26.3461  -0.0613  0.3671  -0.4795
O  2.8703  19.3085  26.42  -0.0113  0.0668  -0.3022
O  1.4276  26.6104  27.6509  0.0768  -0.3341  -0.1179
O  3.6776  25.8342  28.7449  0.0892  -0.1197  0.0115
O  3.7636  24.1766  26.6711  -0.2483  -0.1444  -0.2224
O  0.7892  21.6877  29.859  -0.2793  0.0344  -0.3173
O  2.4112  30.2423  26.6302  0.0597  0.1213  -0.2736
O  0.2786  31.7874  26.9729  -0.2653  0.0365  -0.026
O  3.5843  28.2604  27.7533  0.2505  0.0693  -0.4981
O  5.8874  26.1105  32.1495  0.0178  -0.079  -0.1112
O  6.9028  3.4851  27.5772  0.1605  0.1659  -0.1546
O  9.343  2.6472  27.2043  -0.0715  -0.194  -0.0371
O  10.1191  0.0514  27.2537  0.0416  0.1241  -0.0005
O  2.5996  6.0472  32.3036  -0.1774  -0.0606  0.0074
O  5.6969  10.0416  27.1115  0.0226  0.1485  -0.0742
O  9.2932  6.7358  27.3956  0.1616  -0.0699  0.0003
O  7.8527  8.7877  27.9394  -0.2616  0.1105  -0.6587
O  6.6096  15.0943  27.2972  -0.1663  0.037  -0.1746
O  9.2881  17.3528  27.2099  0.0287  -0.0178  -0.1646
O  8.5827  13.4242  26.4844  -0.3151  -0.0326  -0.4774
O  6.2653  14.1269  29.82  -0.2216  0.0173  -0.129
O  7.1986  20.737  27.5333  -0.0668  -0.0678  -0.3758
O  4.4722  17.5188  27.4325  -0.2716  -0.2339  -0.5062
O  9.4116  17.9626  29.6549  -0.2204  -0.3152  0.1526
O  5.3702  17.9314  36.634  0.336  -0.0911  -0.0856
O  6.8805  25.4524  27.8369  -0.054  0.0082  -0.385
O  8.4765  27.5506  28.0027  0.1031  -0.0673  -0.5151
O  8.6666  25.824  29.9688  -0.1991  -0.1164  -0.1405
O  8.3074  23.7432  26.6332  -0.0196  -0.0514  -0.3327
O  9.6578  27.2506  32.0034  0.0103  0.0447  0.1174
O  4.7157  28.4885  31.5269  -0.1302  0.0986  -0.2467
O  8.2373  22.7457  33.8615  -0.0709  -0.0573  -0.0625
O  6.2277  27.0474  29.6597  0.126  -0.253  -0.1096
O  10.9819  5.339  26.2348  -0.1565  0.1744  -0.4055
O  12.9645  3.7848  26.9442  0.3615  -0.4943  0.1644
O  14.2284  0.9785  25.964  -0.0929  -0.1027  0.3572
O  12.2405  9.1993  27.4371  -0.156  -0.0234  -0.3267
O  10.6598  11.2591  26.5883  0.1484  -0.0237  -0.6715
O  14.8626  7.8685  27.009  -0.0793  -0.0942  -0.3508
O  0.5177  6.9565  28.2264  -0.1079  -0.0691  0.212
O  11.2277  16.1928  26.0607  -0.1796  -0.0476  -0.1347
O  13.4259  14.6067  26.5628  -0.3118  0.0579  0.0043
O  14.6415  12.546  27.4676  -0.0845  -0.0107  -0.1544
O  12.0941  22.3823  28.4615  -0.1203  0.1389  0.1174
O  13.4206  19.0138  26.5235  -0.1494  0.1224  -0.0704
O  15.9583  18.5461  25.791  -0.0113  -0.0471  0.2292
O  14.8388  17.0421  27.4602  -0.1074  0.1686  0.0987
O  10.8386  26.5934  26.7067  0.0865  0.0035  0.1814
O  13.1835  24.923  26.4388  0.0667  -0.1043  -0.1938
O  14.5953  23.0665  27.6103  0.2401  0.2863  -0.3433
O  13.2798  24.4622  29.4388  0.0065  -0.0317  -0.2906
O  11.2262  30.4478  27.416  -0.2032  -0.0313  0.3017
O  13.5626  29.4314  26.5069  -0.1087  0.245  -0.1816
O  15.8091  27.7102  26.5398  0.311  0.0077  -0.2212
O  13.5589  32.4619  30.6004  0.2416  0.0179  -0.3375
O  12.653  31.7912  25.5916  -0.2133  -0.1385  -0.1416
O  3.9636  32.257  29.3963  -0.2163  0.0747  0.1247
O  1.7586  0.6659  28.315  0.0071  0.2207  0.0836
O  12.3449  6.7877  28.7975  -0.0404  0.0008  -0.1824
O  15.3355  5.1798  26.5713  0.2667  -0.1409  0.1463
O  2.2992  6.1095  29.7879  0.1379  -0.0129  -0.3752
O  12.8593  9.0736  30.0147  -0.0457  0.1057  -0.2704
O  14.2935  12.778  35.8842  -0.2402  -0.0722  -0.0443
O  1.2706  12.1365  32.6103  0.0915  0.2419  -0.2485
O  0.3172  17.2044  29.32  0.235  -0.0176  -0.2852
O  15.5537  14.8152  28.4394  -0.043  -0.3738  -0.1394
O  14.1615  21.7813  29.8683  0.151  0.1794  -0.3455
O  16.3996  26.464  30.8396  0.0641  0.1185  -0.1873
O  14.0213  25.3991  31.6689  -0.1157  -0.2906  0.0558
O  16.1574  23.826  30.9292  -0.1152  -0.1181  -0.3131
O  4.8188  23.5623  29.065  -0.0528  0.0335  -0.1599
O  1.6547  22.3006  32.3164  -0.1865  0.0564  0.09
O  5.0188  24.9065  34.45  0.1135  0.2328  -0.008
O  2.2982  27.5186  30.0548  0.2429  0.2151  -0.1407
O  3.6563  0.7771  32.6781  0.3001  0.1584  -0.0331
O  5.8842  29.9561  33.3899  0.065  0.0535  -0.0158
O  8.18  1.6489  29.248  0.2437  0.1177  -0.2417
O  5.665  30.7826  30.7601  -0.1208  0.2903  -0.342
O  8.5291  30.7321  26.8512  -0.1204  -0.4668  0.0084
O  8.6667  4.2509  29.3536  0.0033  -0.0653  -0.3313
O  7.4144  10.1814  36.8358  0.1653  -0.1439  0.1712
O  7.3254  5.6722  34.2345  0.211  0.148  0.2542
O  5.9435  19.0889  29.0519  0.0671  -0.0804  0.1364
O  8.4328  12.8502  30.4788  0.002  0.0279  0.0107
O  0.967  16.6449  33.4793  -0.0606  -0.0386  0.0929
O  4.0883  22.9086  31.4959  0.2552  0.1964  0.0769
O  8.3873  15.6355  29.1495  -0.0208  0.1604  0.0582
O  8.2444  20.2886  29.9144  -0.0305  0.2154  0.0262
O  4.0369  19.4601  32.1799  -0.1161  0.0035  -0.0733
O  3.689  22.6224  34.0854  -0.0522  0.0747  0.2574
O  8.6953  22.7914  37.0374  0.0679  0.0572  0.0356
O  10.1911  22.0594  26.7407  -0.0855  -0.2041  -0.2349
O  5.9849  27.4233  34.3623  -0.1354  0.0487  0.1061
O  6.689  29.3267  35.8761  -0.1359  -0.3716  0.1275
O  7.459  0.7751  33.9281  -0.2503  0.1417  0.1128
O  6.0494  22.5861  35.3391  0.1028  -0.1476  0.4183
O  9.4242  29.9314  31.6756  -0.1461  0.007  -0.1041
O  9.4808  31.0125  29.2276  0.0112  -0.0499  -0.3106
O  8.4639  6.8417  29.8898  -0.0978  0.056  0.0326
O  9.6836  11.1401  34.2037  -0.2576  -0.1641  0.2559
O  14.9466  9.0786  31.8077  0.0214  0.1609  -0.0881
O  15.4574  9.0673  29.2526  0.2538  0.2704  -0.3873
O  10.8523  13.4907  29.8536  0.0069  -0.1853  -0.4547
O  9.9454  14.4129  32.1653  -0.1347  0.1325  0.1507
O  15.97  14.596  32.4146  0.1392  0.1748  0.1965
O  12.7481  14.9616  36.0972  -0.1336  -0.0177  0.4493
O  5.8722  16.5616  29.4249  0.1688  -0.2468  -0.0974
O  10.5545  20.1637  28.5748  0.2715  0.0873  -0.2743
O  15.6708  21.4243  31.9874  -0.0816  0.0802  0.0528
O  7.5971  20.3251  34.9548  0.0712  -0.065  0.0103
O  10.0823  24.6186  34.7276  0.0096  -0.1904  0.1186
O  11.2604  25.4046  30.8635  0.091  -0.2492  -0.1974
O  14.1283  27.8771  34.5257  0.0247  0.148  0.1103
O  12.1131  26.1609  33.8353  0.2356  -0.0757  0.1986
O  12.9445  27.2324  30.1587  0.0099  -0.0797  -0.0114
O  9.2367  24.5705  32.2166  -0.1466  0.0352  -0.2313
O  1.4149  2.1531  32.4988  0.0307  0.1299  0.0277
O  12.5206  5.0162  30.8491  0.1485  -0.277  -0.2285
O  3.0371  1.7886  30.2681  0.0696  -0.0634  -0.2531
O  3.6398  3.4892  32.0866  0.2323  -0.1169  -0.0976
O  8.0756  2.0968  31.8062  0.0409  0.0349  -0.1466
O  0.9014  7.8432  31.5318  0.1608  0.1276  -0.3919
O  3.8617  12.3451  33.7534  -0.1575  -0.089  0.253
O  7.3341  5.1571  31.5641  0.1845  0.0584  -0.0474
O  3.47  8.1628  30.8736  0.1676  -0.1731  -0.2612
O  8.1314  10.3163  32.1925  -0.2674  -0.0006  -0.3227
O  1.3357  8.924  36.3279  0.1856  -0.0589  0.2874
O  15.4301  6.9028  33.2348  0.0983  -0.0308  0.0926
O  1.5155  18.5973  31.2527  0.0345  0.27  0.0216
O  4.2932  10.2377  29.4306  -0.3108  0.0279  -0.4714
O  15.4575  19.3944  30.3008  0.0327  0.1075  -0.1066
O  10.2488  17.0739  32.2232  -0.0933  -0.0735  0.0149
O  2.1838  23.5782  28.6701  -0.0138  0.2906  -0.2105
O  1.6973  27.0228  32.7863  0.2181  0.2081  -0.2522
O  13.9217  30.4749  35.1716  0.0781  -0.1238  0.4524
O  2.4755  24.6427  33.0275  0.0313  0.3503  -0.1932
O  3.4104  31.9484  34.8713  0.0359  -0.3055  -0.0361
O  15.7566  32.7043  29.2163  -0.1723  0.0644  0.0372
O  3.5682  30.8863  32.4643  0.0916  0.0271  -0.2505
O  8.2921  28.775  33.8144  -0.0415  0.0835  0.1608
O  8.4791  32.4241  31.1492  -0.2128  0.1491  0.1485
O  7.3198  28.3442  31.4874  0.0136  0.0933  0.0392
O  7.8982  1.4663  36.4674  -0.0267  0.1938  0.0908
O  9.6261  3.4105  36.9448  0.2268  -0.0656  0.3997
O  5.0801  5.5576  32.8735  0.0087  0.1508  -0.1107
O  6.405  3.3409  33.3281  0.0268  -0.1788  0.2397
O  5.0791  11.4333  36.0922  0.0427  0.0707  0.2936
O  7.6242  7.6755  35.9509  -0.3473  0.2825  0.157
O  6.548  11.6355  28.9796  0.1671  -0.1158  -0.0993
O  10.5405  9.2547  32.4945  -0.0788  0.0195  0.0407
O  16.3046  11.0521  35.6133  0.0816  -0.2165  0.1583
O  3.709  17.9897  29.9601  -0.0846  0.0745  -0.256
O  6.446  18.6293  33.2028  -0.0546  0.0785  -0.1904
O  3.3333  16.9157  32.3722  0.0591  -0.2232  -0.1602
O  10.5864  19.633  31.1453  0.0792  0.0144  0.0261
O  11.7296  18.897  33.3953  -0.1581  -0.0941  0.0806
O  8.1952  14.8856  35.4835  0.1149  -0.1832  0.0183
O  5.9749  21.4874  30.0239  0.1424  0.1211  -0.1883
O  12.5015  23.6008  34.5066  -0.2102  0.1779  0.1852
O  10.0364  26.5089  37.1253  -0.183  -0.122  -0.1192
O  11.0359  31.9709  31.1614  -0.0304  0.0472  0.0521
O  7.5928  31.7531  36.0011  0.1365  -0.0764  0.2399
O  9.1764  7.3601  33.732  -0.2773  -0.1196  0.0539
O  11.763  4.2388  33.2924  -0.0199  -0.1234  -0.0911
O  10.3165  8.5329  29.1016  -0.0586  0.1553  -0.1338
O  14.2538  4.7308  28.9444  0.4074  -0.3013  -0.2593
O  14.3806  6.9137  30.4303  -0.1783  -0.1012  -0.2905
O  11.4669  8.1199  34.7414  -0.0696  0.0698  0.2422
O  12.3364  8.1911  37.1441  -0.2165  0.004  0.0943
O  14.8712  16.4069  34.1574  -0.011  -0.0644  0.12
O  10.9862  15.933  28.7921  0.1722  -0.0293  -0.1007
O  13.148  14.2019  29.103  0.3148  -0.2233  -0.2889
O  12.1246  15.4935  31.1228  0.1756  -0.1264  -0.3421
O  14.3467  18.9935  34.0388  0.1647  -0.1537  -0.2658
O  8.1271  17.5454  34.9075  -0.1653  -0.051  0.1855
O  2.0386  21.9351  37.5344  0.0745  0.3394  0.1861
O  16.188  25.1645  33.1412  -0.0246  0.183  0.0333
O  13.3925  20.1972  31.8684  0.1179  0.1309  -0.3735
O  12.2238  25.4983  36.3097  0.0106  -0.0293  0.1365
O  1.3471  32.4283  33.2233  0.0418  0.1151  -0.1178
O  15.7576  0.8017  31.6831  -0.1428  -0.0133  -0.2263
O  12.6307  29.9207  30.5281  0.194  0.1042  -0.3468
O  12.2976  28.3502  32.5813  0.002  -0.0703  0.1718
O  14.6903  28.6196  31.6014  0.1214  -0.2896  -0.1499
O  13.6271  32.2694  37.7515  0.0237  0.0154  -0.1295
O  15.6549  31.0641  31.3921  -0.1558  0.1392  0.0318
O  13.7251  5.4354  34.5103  0.0218  -0.1305  0.1929
O  15.7093  4.2522  37.5083  -0.1152  0.1111  0.2545
O  3.498  0.4708  37.1873  -0.0935  -0.0007  0.4129
O  13.3223  0.2138  34.7474  -0.0252  -0.0306  0.2497
O  0.7098  6.6034  37.5005  -0.2016  0.0216  0.258
O  3.2207  10.5713  31.8718  0.144  0.1426  -0.2947
O  2.9794  4.6406  34.3372  0.0942  -0.1917  0.267
O  1.8777  4.403  36.6319  -0.0055  -0.2501  -0.0338
O  0.1713  13.2565  37.1374  0.1393  0.3101  0.1745
O  0.2477  13.4827  34.5917  0.1601  -0.1069  0.371
O  10.3858  11.7668  31.7809  0.1495  -0.0402  -0.1326
O  0.9979  19.3551  37.1521  0.0733  -0.102  -0.107
O  1.0496  16.6692  36.4083  -0.0704  -0.0491  0.0777
O  11.7943  12.797  34.9428  -0.1124  -0.2492  0.1818
O  15.8589  26.4978  37.2121  -0.0468  0.2516  0.086
O  0.8349  29.0438  31.443  0.2984  0.0393  -0.2966
O  1.4719  24.552  37.402  -0.1764  0.3308  -0.0679
O  4.7169  19.8473  34.7652  -0.2421  0.308  0.3714
O  16.2469  32.5515  38.4435  -0.0671  -0.249  0.2781
O  15.7869  1.3332  34.1841  0.2642  -0.2793  0.1556
O  15.9577  29.6471  33.7168  0.2558  0.1397  -0.0525
O  11.329  31.0532  34.9802  0.1131  -0.0394  0.0037
O  5.5175  0.5775  35.5448  -0.0296  0.2315  -0.066
O  5.1504  2.579  37.6835  -0.0828  -0.2679  0.263
O  8.6834  3.0161  34.4762  0.069  0.0307  0.0621
O  6.34  31.6575  28.2169  -0.0142  0.1145  -0.3214
O  5.6605  9.4784  31.589  -0.1358  -0.3008  -0.0737
O  2.9169  6.7898  36.0737  -0.0063  0.2493  0.0359
O  11.8017  4.4533  35.9944  -0.1645  0.138  0.3403
O  7.0834  3.9848  36.5408  -0.0731  0.2149  0.102
O  6.1083  13.4317  34.6433  0.035  0.0737  -0.0045
O  6.1076  10.861  33.8278  -0.0253  -0.1603  0.2355
O  2.149  14.4626  32.6501  -0.0942  -0.1544  0.0849
O  3.0104  18.051  35.4391  -0.2726  -0.2278  0.0577
O  3.5103  16.1635  37.3021  -0.1155  0.2284  -0.0135
O  2.9945  15.5775  34.7795  -0.1439  -0.1317  -0.0468
O  7.5939  25.3336  34.1219  0.0972  0.2142  -0.0101
O  3.8582  23.6344  36.5201  -0.0959  -0.1304  0.3976
O  9.074  19.2333  33.1594  -0.0697  0.318  0.123
O  8.094  15.7827  39.6864  -0.1066  -0.238  -0.0288
O  5.1438  31.1738  36.9048  -0.0892  -0.2245  0.0783
O  7.4431  30.2316  38.2391  0.1961  -0.0295  0.4741
O  6.8522  24.8547  37.5865  -0.2088  0.0003  -0.0499
O  11.5507  6.8231  32.4992  -0.1828  0.0549  0.1746
O  13.5531  2.803  34.7668  0.2719  -0.1313  0.2366
O  12.9399  31.2293  32.8503  0.0045  -0.0432  -0.0541
O  9.7809  8.8696  36.7557  -0.0297  -0.0785  0.3134
O  10.4117  16.3548  35.6663  0.0189  0.0589  0.327
O  2.292  10.4841  34.4426  0.327  0.2285  0.058
O  12.0779  12.9561  37.6063  -0.2338  -0.1235  0.5595
O  9.7706  12.2471  36.582  -0.1691  0.0903  0.306
O  12.832  17.4213  35.5034  -0.1929  -0.0715  0.3062
O  11.6584  10.4527  35.9015  0.0211  -0.0517  0.0529
O  11.0652  22.024  36.1554  -0.343  0.0775  0.1856
O  8.4588  16.7766  37.3341  -0.2022  0.4069  0.3864
O  15.2555  18.0387  36.3569  0.0007  -0.1711  0.1906
O  10.8893  24.0362  37.931  0.0098  0.0354  0.4053
O  12.8128  21.067  34.3773  -0.0236  0.2719  -0.1692
O  13.6447  22.3188  36.5858  0.2441  -0.0967  0.4342
O  15.578  24.0432  36.3989  -0.2747  0.0784  -0.075
O  11.8977  30.2475  37.3276  -0.0447  0.2498  0.2495
O  9.6606  29.1597  36.5934  -0.1919  -0.3149  0.4057
Si  16.3754  32.7555  5.4944  -0.0662  -0.0864  0.0247
Si  2.7378  2.762  5.4839  0.0528  0.0162  0.0226
Si  0.0327  5.4349  5.3577  -0.0723  -0.0368  -0.0349
Si  2.8083  8.1804  5.4031  -0.0489  -0.0255  0.022
Si  0.0542  10.9558  5.4301  0.0829  0.0309  -0.0102
Si  2.7998  13.669  5.4609  -0.0175  0.0091  -0.0356
Si  0.0281  16.4722  5.577  0.0025  0.018  -0.0163
Si  2.7463  19.2024  5.5749  -0.0217  -0.0569  -0.0783
Si  0.017  21.9445  5.5574  0.061  0.0473  -0.0069
Si  2.7532  24.6371  5.589  -0.0206  -0.0196  -0.0614
Si  0.0069  27.3555  5.5239  -0.0271  -0.0726  -0.0462
Si  2.7532  30.0776  5.5156  0.0333  0.0201  0.0149
Si  5.4881  32.8046  5.4789  -0.0371  0.0038  0.012
Si  8.2461  2.7232  5.4266  -0.0376  -0.0393  -0.0271
Si  5.5108  5.5199  5.4247  0.0815  0.0581  -0.0257
Si  8.2104  8.2608  5.3544  0.0598  -0.0412  -0.0748
Si  5.5647  10.9284  5.3683  -0.0267  0.0742  -0.0402
Si  8.2369  13.6577  5.4048  -0.0476  0.0042  -0.0868
Si  5.4648  16.4281  5.5007  0.0626  0.012  -0.0895
Si  8.21  19.1554  5.624  0.0055  -0.0027  0.0244
Si  5.5124  21.9486  5.5517  0.0909  0.0429  0.0077
Si  8.248  24.6833  5.4837  0.0257  0.0308  -0.0406
Si  5.5416  27.3352  5.5359  -0.0658  0.0538  -0.0254
Si  8.2745  30.0594  5.4964  -0.0336  0.0334  -0.0244
Si  11.0119  32.7828  5.3874  0.0434  0.083  -0.0645
Si  13.7106  2.6694  5.4188  -0.0278  0.0229  -0.0268
Si  10.966  5.4667  5.4457  -0.0407  0.0018  -0.0393
Si  13.7023  8.2027  5.3958  0.0193  0.002  -0.0114
Si  10.9562  10.9162  5.4082  -0.0484  -0.0672  -0.0317
Si  13.7347  13.6691  5.5616  -0.0138  0.003  0.0144
Si  10.9532  16.4026  5.5539  -0.0153  -0.028  0.0358
Si  13.6628  19.2067  5.6157  0.0328  -0.0292  0.0474
Si  10.9571  21.9144  5.6122  0.0385  0.012  -0.0176
Si  13.6898  24.6465  5.5785  0.0269  -0.0297  -0.0226
Si  10.9562  27.3611  5.3928  -0.0321  -0.018  -0.0789
Si  13.6395  30.0564  5.3958  -0.0006  -0.0352  -0.0969
Si  1.3531  1.37  6.8185  -0.031  0.0547  -0.0189
Si  4.1363  4.1411  6.8019  -0.0338  -0.0341  -0.0106
Si  1.4038  6.8104  6.7518  0.051  -0.0155  -0.0384
Si  4.1669  9.575  6.7564  -0.036  0.0184  -0.0078
Si  1.422  12.3013  6.82  -0.0143  -0.0271  -0.0134
Si  4.1304  15.034  6.8606  0.0163  0.0035  -0.0063
Si  1.3997  17.8172  6.9368  -0.0024  0.0191  -0.0021
Si  4.1461  20.5597  6.9082  -0.0222  -0.0352  -0.0089
Si  1.3829  23.2791  6.9395  -0.0154  0.0049  0.0302
Si  4.1456  26.0063  6.9098  -0.0092  -0.0048  -0.0072
Si  1.3789  28.7229  6.8788  0.0033  0.01  -0.0174
Si  4.1239  31.4536  6.8601  0.0075  -0.0019  0.0035
Si  6.869  1.3789  6.8128  0.0022  0.0103  0.0162
Si  9.5948  4.1004  6.8027  0.0209  0.0156  0.0198
Si  6.8779  6.8869  6.7724  -0.067  -0.0059  0.027
Si  9.5859  9.5662  6.7792  0.0358  0.0098  0.025
Si  6.8857  12.2896  6.7901  0.056  -0.0567  0.0149
Si  9.5746  14.9993  6.8545  0.0384  0.0394  -0.0399
Si  6.8218  17.7672  6.9143  -0.0249  0.0719  0.0002
Si  9.588  20.5347  6.9525  -0.0122  -0.0103  -0.0093
Si  6.8918  23.315  6.891  -0.0792  -0.0163  -0.0569
Si  9.6166  26.0342  6.8483  -0.0324  -0.0277  -0.0511
Si  6.8979  28.7197  6.877  0.0486  -0.0651  0.018
Si  9.6367  31.4604  6.8109  -0.0477  -0.0197  0.0038
Si  12.3329  1.3456  6.8035  0.0184  -0.0229  -0.0037
Si  15.0751  4.0753  6.7653  0.0708  -0.0269  -0.0328
Si  12.3353  6.8471  6.7892  -0.0033  -0.0103  0.0112
Si  15.0743  9.5688  6.7775  -0.0368  -0.0083  -0.0185
Si  12.3126  12.2734  6.8273  0.015  0.0388  -0.0196
Si  15.0806  15.0591  6.9103  -0.0076  0.0038  0.0007
Si  12.308  17.7815  6.9279  0.0084  0.0338  -0.0348
Si  15.0623  20.5697  6.9367  -0.0216  -0.0243  -0.0172
Si  12.3329  23.2814  6.9437  0.0319  -0.0475  0.0275
Si  15.0577  26.0129  6.9156  -0.0132  -0.0084  0.0332
Si  12.297  28.7151  6.808  -0.0005  0.0443  -0.0336
Si  15.0031  31.3927  6.8276  0.0819  0.039  0.0095
Si  0.0085  2.7399  8.1869  0.007  -0.0001  0.0262
Si  2.7366  0.0237  8.195  0.0231  -0.0149  -0.0027
Si  0.0394  8.1861  8.1344  0.016  0.037  -0.0032
Si  2.7521  5.4769  8.1694  -0.025  -0.0255  0.0173
Si  0.0568  13.6587  8.2154  0.0171  0.0549  0.0177
Si  2.7889  10.9164  8.1594  -0.0026  0.027  0.0152
Si  0.0204  19.1774  8.2848  -0.0051  -0.0318  -0.0002
Si  2.7734  16.4062  8.2451  -0.0093  0.0322  -0.0016
Si  0.0144  24.6495  8.2879  0.0253  0.0005  -0.0156
Si  2.7632  21.9049  8.278  -0.0234  -0.0189  -0.0077
Si  16.3947  30.0819  8.222  -0.0374  -0.0232  0.0111
Si  2.7578  27.3734  8.2479  0.0206  0.0111  -0.0043
Si  5.4948  2.7583  8.1665  0.0337  0.0239  0.0036
Si  8.2442  0.0143  8.1754  -0.0021  0.029  -0.0044
Si  5.5011  8.2162  8.1613  0.0305  -0.0042  0.0123
Si  8.2251  5.4909  8.1494  0.0156  -0.0035  -0.0099
Si  5.5113  13.6447  8.189  -0.0249  0.0107  -0.0154
Si  8.2383  10.927  8.1749  0.0097  0.0462  -0.0006
Si  5.4839  19.1616  8.271  0.0058  -0.0092  0.0051
Si  8.2136  16.379  8.2315  -0.0174  -0.0202  0.0018
Si  5.5082  24.6449  8.2693  0.0063  -0.0169  0.0142
Si  8.2198  21.9236  8.2749  0.0117  -0.0194  0.0119
Si  5.5045  30.092  8.2165  -0.018  0.0211  -0.0007
Si  8.2512  27.3662  8.247  -0.0151  0.0185  0.0167
Si  10.9645  2.7304  8.1651  -0.0312  -0.0139  -0.0033
Si  13.6786  32.7961  8.196  -0.0046  0.0099  0.0087
Si  10.9541  8.2009  8.1585  -0.0178  -0.0257  -0.0101
Si  13.7058  5.4595  8.1373  -0.0139  0.0143  -0.005
Si  10.9564  13.6405  8.2104  -0.0206  -0.0038  0.0124
Si  13.6976  10.9108  8.1757  -0.0225  -0.0243  -0.0055
Si  10.9508  19.1503  8.2913  0.0244  0.0094  0.0203
Si  13.692  16.4091  8.2654  -0.0107  -0.0192  0.0123
Si  10.948  24.6625  8.2561  0.0177  -0.0083  -0.001
Si  13.6921  21.9153  8.3055  0.0307  0.0373  -0.0046
Si  10.9638  30.0895  8.2028  0.0062  -0.0003  -0.0018
Si  13.6625  27.3847  8.2302  0.0393  -0.0086  -0.0104
Si  1.3838  4.1109  9.5426  0.0172  -0.0179  0.0083
Si  4.117  1.3984  9.5424  -0.0231  0.0048  0.0099
Si  1.3992  9.5541  9.5207  0.0138  -0.0155  -0.003
Si  4.1221  6.8481  9.5292  -0.0197  0.0149  0.0018
Si  1.403  15.0304  9.5942  -0.0003  -0.0187  0.0161
Si  4.1333  12.2835  9.5534  -0.0034  -0.0016  -0.0069
Si  1.3971  20.5345  9.6397  0.01  -0.0039  0.0011
Si  4.124  17.7778  9.6197  0.0045  0.0062  0.008
Si  1.3937  26.0163  9.6255  -0.0152  -0.0223  0.0122
Si  4.135  23.2748  9.6273  0.006  -0.0136  -0.0045
Si  1.3671  31.4661  9.5679  -0.0043  0.0178  -0.004
Si  4.1275  28.7461  9.5953  -0.0096  -0.0066  0.0084
Si  6.8575  4.1282  9.5311  -0.029  -0.003  0.0095
Si  9.5938  1.3851  9.551  -0.0052  0.0015  0.0043
Si  6.8633  9.568  9.5448  -0.0141  -0.0029  0.0024
Si  9.5922  6.8373  9.5347  0.0163  -0.0159  0.0055
Si  6.8518  15.0096  9.5897  0.0354  0.0098  0.0015
Si  9.5895  12.2785  9.572  0.0171  -0.004  0.0108
Si  6.8571  20.5322  9.6236  -0.0153  0.0045  0.0012
Si  9.5741  17.7551  9.6107  0.012  0.0241  0.0056
Si  6.8743  26.0145  9.6203  -0.0031  -0.0132  -0.0112
Si  9.5916  23.2869  9.6288  -0.0196  -0.0037  -0.0071
Si  6.8703  31.4716  9.5639  -0.0001  -0.0226  0.0042
Si  9.6019  28.7466  9.5995  -0.0202  -0.0064  -0.0047
Si  12.332  4.1068  9.5256  0.0061  -0.0125  -0.0011
Si  15.0432  1.3744  9.5542  0.0128  0.0004  0.0031
Si  12.3222  9.5532  9.5432  0.0078  0.0123  0.0082
Si  15.0659  6.8298  9.5172  0.0111  -0.0307  -0.0051
Si  12.3162  15.0144  9.5886  0.0026  0.0267  0.0014
Si  15.0629  12.2843  9.5504  -0.0035  0.0114  0.0043
Si  12.3228  20.5251  9.6427  0.0132  -0.0296  0.0053
Si  15.0566  17.7842  9.6236  -0.0065  0.0154  0.0035
Si  12.3156  26.0217  9.6192  -0.0146  -0.0025  -0.0092
Si  15.0577  23.2837  9.6552  -0.0126  -0.0191  0.013
Si  12.3164  31.4535  9.581  0.0144  -0.0029  -0.0044
Si  15.0349  28.7343  9.6035  0.0161  0.0049  0.005
Si  0.0059  0.0262  10.939  0.0107  0.0064  0.0071
Si  2.7466  2.7524  10.9201  0.0053  0.0052  0.0111
Si  0.015  5.4722  10.9115  0.0095  0.0103  -0.0009
Si  2.7509  8.196  10.9098  0.0048  0.0061  0.0036
Si  0.0293  10.9128  10.9095  -0.0165  0.0118  -0.0038
Si  2.7693  13.648  10.9384  -0.0055  0.0317  0.0062
Si  0.0289  16.3971  10.9604  -0.001  0.0077  0.0057
Si  2.7588  19.1464  10.9851  -0.0283  -0.0169  0.0078
Si  0.0269  21.9028  10.9974  0.0063  0.0078  0.001
Si  2.7607  24.6431  10.9812  0.0049  0.0015  -0.0038
Si  0.0076  27.3788  10.9723  -0.006  -0.0047  -0.0001
Si  2.7412  30.1121  10.9427  0.0101  0.0018  0.0008
Si  5.483  0.0328  10.9165  0.0103  0.0099  -0.0049
Si  8.2172  2.7569  10.9063  0.0183  0.0096  -0.0016
Si  5.4801  5.4792  10.9065  0.0066  -0.0126  -0.0006
Si  8.2228  8.1939  10.914  0.0014  0.0007  -0.0038
Si  5.4919  10.9179  10.9256  0.0145  0.0135  0.004
Si  8.2245  13.6424  10.9474  -0.0046  0.0061  -0.0022
Si  5.4936  16.3904  10.9606  -0.0111  0.0143  0.0011
Si  8.2178  19.1411  10.9737  -0.0006  0.0012  0.0038
Si  5.4901  21.8958  10.988  -0.0132  -0.0178  0.0068
Si  8.2228  24.6443  10.9938  -0.0026  -0.0189  0.0036
Si  5.4912  27.3817  10.9654  0.005  -0.0007  0.0033
Si  8.2226  30.1113  10.9513  0.0019  -0.0042  0.0018
Si  10.9482  0.0234  10.9359  -0.0133  -0.0098  -0.0008
Si  13.6807  2.7462  10.9193  -0.005  -0.0044  0.001
Si  10.9596  5.4687  10.9013  -0.0123  0.0065  0.0026
Si  13.6949  8.1864  10.9032  -0.0268  -0.001  -0.0011
Si  10.9608  10.9115  10.9309  0.0021  0.0186  0.0004
Si  13.6965  13.6445  10.937  -0.0053  0.0076  0.0025
Si  10.9526  16.3831  10.961  0  -0.0081  -0.0006
Si  13.6911  19.1468  10.9906  -0.0054  0.0032  0.0061
Si  10.9492  21.9016  10.9891  0.0173  0.0084  -0.0009
Si  13.6765  24.6535  10.9946  0.0204  -0.0022  -0.0009
Si  10.9519  27.3852  10.9841  0.018  0.0005  -0.003
Si  13.6773  30.1051  10.9669  0.0137  0.0103  0.0015
Si  1.3766  1.3948  12.2993  0.003  -0.0121  0.004
Si  4.1112  4.119  12.2868  -0.0076  -0.0044  0.0068
Si  1.3791  6.8359  12.2847  0.0003  -0.0109  0.0045
Si  4.1136  9.555  12.2878  -0.0105  -0.0032  -0.0017
Si  1.386  12.2822  12.2927  0.0103  0.0031  -0.0041
Si  4.1223  15.0197  12.3169  0.0093  0.0013  -0.0008
Si  1.3886  17.768  12.3318  0.0014  0.0034  0.0009
Si  4.1242  20.5201  12.3445  0.0097  0.003  0.0023
Si  1.3963  23.2758  12.3473  -0.0019  -0.0101  0.0035
Si  4.1253  26.0165  12.3336  -0.0026  -0.0121  0.0011
Si  1.3772  28.7524  12.3229  -0.0156  -0.0112  -0.0004
Si  4.1108  31.483  12.2987  -0.0122  -0.0086  0.001
Si  6.846  1.3997  12.2847  -0.0136  0.0029  -0.0038
Si  9.585  4.1138  12.2791  -0.0019  -0.0157  -0.0008
Si  6.8464  6.8345  12.284  -0.0016  0.0021  0
Si  9.587  9.5488  12.2963  0.0011  -0.0035  0.0001
Si  6.8513  12.2774  12.3055  -0.0011  0.0078  -0.0018
Si  9.5863  15.0108  12.3201  0.0058  0.0187  0.0035
Si  6.8523  17.7646  12.3323  0.0141  0.0073  0.0009
Si  9.5819  20.516  12.3394  0.0098  -0.0052  -0.0015
Si  6.8528  23.2687  12.3473  0.004  -0.0056  -0.0016
Si  9.5852  26.0172  12.3501  -0.0054  -0.0034  -0.009
Si  6.8519  28.7529  12.324  -0.0135  -0.0052  -0.0021
Si  9.5834  31.4761  12.318  -0.0054  0.0023  0
Si  12.3137  1.3901  12.3003  -0.0046  -0.0019  -0.0009
Si  15.0489  4.1113  12.2891  -0.0031  -0.0041  -0.0003
Si  12.3229  6.8295  12.2807  0.0112  -0.0106  -0.0024
Si  15.0553  9.5539  12.2832  0.0124  -0.0027  -0.0031
Si  12.3248  12.2788  12.3034  -0.0009  -0.0056  0.0044
Si  15.0579  15.0187  12.3094  -0.0057  0.007  0.0009
Si  12.3189  17.7581  12.3264  0.0024  0.0135  0.0021
Si  15.061  20.5212  12.345  0.0017  -0.009  0.0021
Si  12.3137  23.273  12.3517  -0.0095  -0.0094  -0.0064
Si  15.05  26.0188  12.3501  0.0019  -0.0153  0.0011
Si  12.3172  28.7496  12.347  0.0078  -0.0031  -0.0042
Si  15.0458  31.4753  12.3218  -0.0064  -0.0081  0
Si  0.0056  2.752  13.6735  0.0079  0.0085  -0.001
Si  2.7382  0.0318  13.6746  0.0054  0.0118  0.0073
Si  0.0109  8.1923  13.6632  -0.0091  0.0111  -0.0039
Si  2.7365  5.4715  13.6636  -0.0006  0.0127  -0.0004
Si  0.024  13.6503  13.6727  -0.0174  0.0137  0.0012
Si  2.7454  10.9142  13.6624  0.0012  0.0095  -0.0023
Si  0.0277  19.143  13.6958  -0.0033  0.0013  0.0082
Si  2.7572  16.3928  13.6847  -0.0183  0.0091  0.0035
Si  0.0243  24.6479  13.7003  -0.0115  -0.0075  -0.0001
Si  2.7606  21.8984  13.7026  -0.0123  0.002  0.0069
Si  0.007  30.1121  13.6931  0.0096  0.0107  0.0023
Si  2.7477  27.3856  13.6842  0.0025  -0.0051  -0.0031
Si  5.4721  2.7516  13.6602  0.0134  -0.0012  0.002
Si  8.2029  0.0379  13.6668  0.0089  -0.0033  -0.0008
Si  5.4715  8.1865  13.6602  0.0078  0.0083  -0.0008
Si  8.2091  5.4655  13.6538  0.0091  0.0028  -0.0034
Si  5.4853  13.6434  13.6739  0.0071  0.0129  0.0031
Si  8.2134  10.9062  13.669  0.0085  0.0116  -0.0031
Si  5.488  19.1402  13.6993  -0.0125  -0.0053  0.0047
Si  8.2205  16.3832  13.6845  0.0056  0.0041  -0.0028
Si  5.483  24.6438  13.7005  -0.0009  -0.0051  0.0061
Si  8.2132  21.8891  13.7043  -0.0084  -0.0011  0.0026
Si  5.4704  30.1185  13.6742  0.0091  -0.0024  0.002
Si  8.2072  27.3854  13.7  0.0117  -0.002  0.0046
Si  10.9392  2.7513  13.6625  -0.001  0.0054  0.0002
Si  13.6736  0.0327  13.685  0.0076  0.0021  0.0008
Si  10.9542  8.1834  13.6639  0.0026  -0.0026  -0.0022
Si  13.6804  5.4703  13.6633  -0.0088  0.0008  -0.0013
Si  10.9574  13.6409  13.6801  0.0078  0.0074  -0.0042
Si  13.6914  10.9132  13.6705  -0.0134  0.0156  -0.0038
Si  10.9525  19.1312  13.6868  0.0182  -0.0063  -0.0076
Si  13.6948  16.3883  13.6816  -0.0126  0.002  -0.004
Si  10.9445  24.6421  13.714  0.0063  -0.0034  0.0035
Si  13.69  21.8944  13.6975  0.0011  0.003  -0.0012
Si  10.9426  30.1168  13.7008  0.0042  -0.01  0.0051
Si  13.6827  27.3853  13.7156  0.0014  -0.0007  0.0022
Si  1.3687  4.116  15.0469  -0.0018  -0.0114  0.001
Si  4.1032  1.396  15.0422  -0.0014  0.0036  0.0017
Si  1.375  9.556  15.0363  0.0035  -0.0066  0.0008
Si  4.1015  6.8291  15.0383  -0.0103  -0.0105  0.0038
Si  1.3877  15.0234  15.0447  0.0169  0.0131  0.0002
Si  4.1086  12.279  15.0322  0.0003  0.0068  -0.0034
Si  1.3947  20.5203  15.0544  -0.0079  -0.0088  -0.0039
Si  4.1174  17.7663  15.0546  0.0054  -0.0016  -0.002
Si  1.3897  26.0224  15.0586  -0.003  -0.0009  -0.0011
Si  4.1182  23.2772  15.0659  0.0075  -0.0124  0.0024
Si  1.3737  31.4763  15.056  -0.0162  -0.0188  0.0036
Si  4.105  28.7564  15.0472  -0.0125  -0.0155  -0.0036
Si  6.839  4.1075  15.0331  -0.001  0.0005  -0.0011
Si  9.5681  1.395  15.0381  -0.0042  -0.0043  0.0003
Si  6.8324  9.5481  15.0335  0.0013  -0.013  0.0036
Si  9.5758  6.8203  15.0286  -0.0084  0.0021  -0.0061
Si  6.8503  15.0088  15.0411  0.0057  0.0153  -0.0006
Si  9.5799  12.2697  15.0379  -0.0128  -0.0035  0.0005
Si  6.8445  20.5188  15.0673  0.0176  -0.0001  0.0028
Si  9.5865  17.7556  15.0469  0.01  0.0163  0.0018
Si  6.8375  26.0189  15.0645  0.0021  -0.0165  -0.0007
Si  9.5684  23.2695  15.0677  0.0223  -0.0052  -0.0003
Si  6.8305  31.4868  15.0378  -0.0047  -0.0042  -0.0061
Si  9.5686  28.7536  15.0633  -0.004  -0.0158  -0.0125
Si  12.3068  4.1098  15.0326  -0.002  -0.0037  -0.0065
Si  15.0407  1.3931  15.0535  -0.01  -0.0056  0.0005
Si  12.3183  9.5479  15.0409  -0.0043  0.006  -0.0011
Si  15.0437  6.8332  15.0401  0.0027  -0.0071  -0.0024
Si  12.3263  15.0164  15.0419  0.0093  0.0106  -0.0042
Si  15.0557  12.2854  15.0422  0.0055  -0.0028  0
Si  12.3242  20.505  15.0401  -0.0147  0.0049  -0.0072
Si  15.0638  17.7623  15.0466  -0.0139  0.0007  -0.0015
Si  12.3118  26.0146  15.0735  0.0122  -0.0047  -0.0119
Si  15.0612  23.2701  15.0507  0.0123  0.0035  -0.0068
Si  12.3093  31.4813  15.0676  0.0049  0.0002  0.0003
Si  15.0506  28.7544  15.0785  -0.0077  -0.0053  0.005

Results
total energy: -236501.074 eV
total energy less fixed offsets of O -438.35, Si -107.03 eV per atom: 6.626 eV
